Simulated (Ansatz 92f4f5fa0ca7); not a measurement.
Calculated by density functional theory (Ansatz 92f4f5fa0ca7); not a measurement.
Periodic cell of 247 atoms, Si165O82, from a study of silicon, its oxide and their interface. The atomic structure is a simulated model.
Doubt: the cutoff is far below the 930 eV that the study's wrapper takes by default for these files, so forces and energies are approximate.
This geometry differs little from another in the collection (a relaxation step or a small displacement).

Settings: functional PBE; potential files Ansatz PAW; basis plane waves; wave-function cutoff 580 eV; density cutoff ratio 5; exchange-correlation grid ratio 1; k mesh 1 x 1 x 1, Gamma-centred; self-consistency stop 5e-08 eV per atom in the density residual; occupations fixed; spin none; net charge 0.

Cell vectors (angstrom)
a, 10.938, 0, 0
b, 0, 10.938, 0
c, 0, 0, 36.8245

Atoms: element, x, y, z (angstrom)
Si, 0, 0, 0.683
Si, 5.469, 0, 0.683
Si, 2.7345, 2.7345, 0.683
Si, 8.2035, 2.7345, 0.683
Si, 0, 5.469, 0.683
Si, 5.469, 5.469, 0.683
Si, 2.7345, 8.2035, 0.683
Si, 8.2035, 8.2035, 0.683
Si, 1.3673, 1.3673, 2.0503
Si, 6.8362, 1.3673, 2.0503
Si, 4.1018, 4.1018, 2.0503
Si, 9.5708, 4.1018, 2.0503
Si, 1.3673, 6.8362, 2.0503
Si, 6.8362, 6.8362, 2.0503
Si, 4.1018, 9.5708, 2.0503
Si, 9.5708, 9.5708, 2.0503
Si, 2.7345, 0, 34.773
Si, 8.2035, 0, 34.773
Si, 0, 2.7345, 34.773
Si, 5.469, 2.7345, 34.773
Si, 2.7345, 5.469, 34.773
Si, 8.2035, 5.469, 34.773
Si, 0, 8.2035, 34.773
Si, 5.469, 8.2035, 34.773
Si, 4.1018, 1.3673, 36.1403
Si, 9.5708, 1.3673, 36.1403
Si, 1.3673, 4.1018, 36.1403
Si, 6.8362, 4.1018, 36.1403
Si, 4.1018, 6.8362, 36.1403
Si, 9.5708, 6.8362, 36.1403
Si, 1.3673, 9.5708, 36.1403
Si, 6.8362, 9.5708, 36.1403
Si, 1.3136, 4.0641, 30.6623
Si, 9.4242, -1.3576, 27.7988
Si, 4.0611, 6.7955, 30.8223
Si, 5.9371, -0.6077, 26.8322
Si, -3.3523, 8.5597, 26.6952
Si, 8.1902, 5.3991, 29.1908
Si, -1.3691, 12.2806, 30.6934
Si, 4.1179, 9.4475, 28.0066
Si, 5.4027, -2.7959, 29.4862
Si, 3.9666, 4.016, 28.0781
Si, 2.7203, 5.4884, 29.4309
Si, 5.4059, 2.6196, 29.3103
Si, -4.1036, 12.1063, 28.1137
Si, 12.3048, 6.8129, 27.98
Si, 2.8962, 9.9573, 15.4485
Si, 10.8417, 8.21, 29.1764
Si, 1.1029, 2.5694, 22.9228
Si, 11.3999, 5.4878, 23.6262
Si, -5.0934, 4.6734, 24.6729
Si, 10.8771, 2.7033, 29.2505
Si, 6.8105, 4.052, 30.6092
Si, 6.5215, 1.3185, 14.8105
Si, 1.1799, 12.333, 27.6798
Si, 2.6296, 10.9377, 29.1074
Si, 4.0028, 1.282, 30.6295
Si, 8.2097, -0.1221, 29.4508
Si, -1.3938, 5.7723, 21.314
Si, 10.7596, 3.668, 15.8823
Si, 5.1854, 5.5293, 26.7931
Si, 9.5295, 6.8006, 30.593
Si, 2.1822, 14.2479, 26.6545
Si, 6.8116, 9.498, 30.7852
Si, 0.0083, -0.0217, 32.0271
Si, 5.41, -0.0278, 32.0489
Si, 2.7008, 2.7012, 32.0195
Si, 8.1744, 2.7139, 32.0238
Si, -0.0404, 5.4556, 32.0101
Si, 5.4815, 5.408, 32.0655
Si, 2.6608, 8.2261, 32.0373
Si, 8.2046, 8.129, 32.0675
Si, 1.3577, 1.3466, 33.409
Si, 6.8044, 1.3533, 33.3971
Si, 4.0817, 4.0625, 33.4033
Si, 9.543, 4.0902, 33.3952
Si, 1.3305, 6.8228, 33.3968
Si, 6.8251, 6.7985, 33.4272
Si, 4.0637, 9.5509, 33.416
Si, 9.5694, 9.5495, 33.3968
Si, 2.7795, 0.0226, 3.3824
Si, 8.229, 0.0258, 3.4419
Si, 0.0299, 2.7701, 3.4127
Si, 5.4623, 2.7527, 3.4163
Si, 2.7422, 5.485, 3.4525
Si, 8.2077, 5.4832, 3.4068
Si, 0.0092, 8.1886, 3.4213
Si, 5.4731, 8.204, 3.4252
Si, 4.0903, 1.4009, 4.7937
Si, 9.5969, 1.4577, 4.7879
Si, 1.3829, 4.1063, 4.8406
Si, 6.7877, 4.1769, 4.7625
Si, 4.1238, 6.8477, 4.8341
Si, 9.5991, 6.789, 4.8067
Si, 1.4687, 9.549, 4.7014
Si, 6.8441, 9.5731, 4.783
Si, -0.5763, 2.1097, 8.6901
Si, 3.4171, 3.5286, 12.6978
Si, -2.2474, 0.3701, 8.3628
Si, 5.4923, 0.0582, 6.1214
Si, 0.0073, 5.4284, 6.2544
Si, 5.4437, 5.4687, 6.249
Si, 2.7991, 8.2544, 6.1919
Si, 8.1968, 8.149, 6.1179
Si, 0.1656, 0.0523, 5.9663
Si, 11.8911, 4.7128, 11.3476
Si, 2.6592, 5.3692, 8.9645
Si, 10.972, 8.3227, 8.6593
Si, 5.6487, 2.7044, 9.0451
Si, 9.4817, 4.1335, 7.6868
Si, 0.0857, 8.9975, 14.836
Si, 6.952, 8.6951, 18.3769
Si, 6.8392, -4.1029, 7.6192
Si, 8.1843, 2.8928, 6.1169
Si, 2.857, 0.1273, 9.0403
Si, 4.1504, -1.2338, 7.5616
Si, 1.4375, 6.838, 7.524
Si, 6.8737, 1.4647, 7.4178
Si, -5.127, 8.6085, 8.8393
Si, 4.9795, 10.8445, 17.2629
Si, -1.2245, -1.3373, 7.153
Si, 8.255, 2.5318, 17.1453
Si, 1.3804, 1.3261, 7.5863
Si, 9.1332, 7.7352, 9.9617
Si, 0.2178, 11.0828, 12.5609
Si, 4.1432, 4.0239, 7.6779
Si, -3.8361, 14.7807, 10.6111
Si, 7.7618, 9.6937, 9.7478
O, -7.1114, 9.7783, 16.7816
O, 16.6343, -5.5818, 16.3035
O, 13.4499, 19.2718, 10.6757
O, -10.3692, -41.2096, 14.9752
O, 29.7632, 6.5923, 15.3613
O, -0.2392, 3.6494, 11.6265
O, 22.2518, 16.8587, 25.1927
O, 20.0091, 16.9556, 12.9855
O, 34.3022, 12.0128, 12.9804
O, 40.546, 12.8875, 15.7085
O, 31.4747, 26.0535, 20.9574
O, -8.9663, -3.3025, 20.5398
O, 26.2559, -20.1783, 25.2601
O, -1.1824, 4.6368, 15.0544
O, -11.072, 41.969, 20.9269
O, 37.1579, 26.0561, 24.1614
Si, 23.5698, 4.2022, 18.0271
Si, 11.4403, 26.9581, 26.6536
Si, -14.4988, 23.8057, 24.6636
Si, 6.7148, 17.7649, 28.0336
Si, 7.6199, -13.8669, 21.2199
Si, 3.9511, 8.8239, 24.0134
Si, 12.8196, 34.5707, 14.4112
Si, 6.3527, 6.7905, 15.9241
Si, -0.1203, 3.2984, 20.2958
Si, 9.5527, 4.0245, 27.7571
Si, 3.8886, 13.3827, 18.4327
Si, 56.1901, 9.4861, 10.0973
Si, 6.6381, -3.4044, 24.0589
Si, 24.6154, 2.7399, 6.2405
Si, -7.5097, 13.8469, 24.7001
Si, -11.9762, 22.3686, 23.9302
Si, 10.0404, 20.1043, 17.728
Si, 4.7356, -2.6386, 13.6045
Si, 27.2482, 33.2586, 24.8253
Si, 8.1686, -5.3276, 9.2094
Si, 10.2211, 22.3236, 26.4171
Si, 19.4538, -5.4989, 14.3815
Si, -2.4442, 13.0499, 26.7565
Si, 1.306, 9.566, 30.5573
Si, -12.5288, -10.2031, 19.1831
Si, 3.8234, 7.4277, 10.9329
Si, 4.0175, 4.9296, 19.6822
Si, 21.204, 7.0165, 12.5518
Si, -10.4885, 7.915, 20.0391
Si, 6.2325, 25.6793, 12.9278
Si, 6.4157, 21.4298, 12.3541
Si, 20.2632, -1.3055, 21.4616
Si, 9.9005, 13.322, 10.9553
Si, 13.9563, -3.0631, 26.6332
Si, 13.6907, 28.7664, 21.7732
Si, 16.8581, 15.367, 17.6121
Si, 15.303, -9.5828, 10.5262
O, -22.5951, -22.0819, 18.162
O, 18.7488, -13.8907, 25.1175
O, -4.4466, 27.8031, 23.8314
O, 11.6362, 42.8781, 11.4058
O, -9.9622, 15.5212, 16.6117
O, 12.0096, 24.8204, 21.3485
O, 24.2914, 22.4577, 15.403
O, -15.9671, 2.4149, 13.7659
O, -7.3322, 5.9961, 10.177
O, 39.0467, 10.1033, 17.987
O, -2.8757, 6.417, 21.1526
O, 8.3056, 13.6669, 10.9083
O, 29.9965, 34.2316, 18.3373
O, -16.4125, 11.6238, 15.8956
O, 18.5471, 21.2234, 11.2884
O, 5.2502, -2.8424, 24.6845
O, -0.2775, -0.6481, 13.9023
O, 8.5793, 19.6493, 18.289
O, -23.2647, -13.8108, 11.5539
O, 12.3861, 15.4961, 9.7878
O, -6.4882, 54.1434, 23.8036
O, 10.3105, 1.8872, 19.747
O, -9.3663, -12.8544, 15.5009
O, 2.7594, -2.3119, 25.144
O, 14.6664, -1.4597, 14.1265
O, 6.779, 19.1706, 22.6022
O, 16.2976, -14.3961, 14.8518
O, 5.9282, -23.8028, 12.7886
O, -25.3501, 3.8867, 17.6235
O, 27.3674, 5.2215, 18.9984
O, -0.4111, 17.501, 20.2909
O, 22.3935, 4.2055, 19.1318
O, -12.3074, 21.0213, 23.0335
O, 36.3493, 29.9372, 22.6189
O, 4.0022, -14.5876, 12.5497
O, -27.8739, 25.0272, 17.3979
O, -9.18, 27.9605, 22.8083
O, 0.4777, -7.085, 23.7167
O, 15.6766, -17.3982, 12.8424
O, 17.9553, 22.0575, 13.7475
O, 14.0453, -19.0962, 14.1156
O, 5.2108, -10.5494, 11.5863
O, 14.5148, 13.4125, 11.45
O, 0.2941, 8.29, 18.4484
O, -10.6698, 23.0964, 23.2619
O, 13.5778, 13.282, 23.3803
O, 10.0147, -1.974, 16.1143
O, 20.7747, 24.7633, 16.9794
O, 13.0922, 26.3642, 12.3987
O, 3.7684, 27.676, 21.0444
O, 19.5306, -9.4693, 23.6429
O, 39.4459, 8.3168, 19.9362
O, 10.906, 51.4272, 13.8929
O, 14.9253, 14.2067, 19.8754
O, 39.6911, 36.2702, 24.3074
O, -0.8879, 16.9344, 22.8589
O, 40.0806, 4.5167, 13.95
O, 11.3696, 6.2213, 11.6578
O, 36.7101, 6.5055, 26.3357
O, -27.6508, 8.0765, 10.2809
O, 26.1676, 11.8137, 18.4039
O, 41.6016, 32.7349, 20.4874
O, -0.9515, 1.1056, 11.9765
O, 39.2178, 40.4293, 17.3128
O, -8.0879, -5.6837, 18.5383
O, 24.2383, 13.6362, 17.8866

Results
free energy: -151524.462 eV
free energy less fixed offsets of O -568.88, Si -635.61 eV per atom: -0.652 eV

Forces (eV/angstrom), in the order of the atoms: element, x, y, z
Si, -0.0006, -0.0468, 0.0122
Si, 0.0277, -0.1009, -0.0121
Si, -0.0299, 0.0075, -0.0134
Si, -0.0155, -0.0492, 0.021
Si, -0.0259, 0.0072, -0.0173
Si, -0.0289, -0.0217, 0.0135
Si, -0.035, 0.0069, 0.0112
Si, -0.0901, -0.0104, -0.0076
Si, 0.0176, 0.0739, -0.0513
Si, 0.0246, 0.0025, 0.1543
Si, -0.1237, 0.1285, 0.0695
Si, 0.043, 0.0705, -0.0566
Si, 0.0582, -0.1067, 0.0409
Si, 0.046, 0.1539, -0.0525
Si, 0.2465, -0.057, -0.1785
Si, 0.0349, 0.0373, 0.1778
Si, -0.0332, 0.0147, 0.151
Si, -0.0629, -0.0914, -0.194
Si, -0.071, -0.0071, -0.1125
Si, -0.0615, -0.1065, 0.08
Si, -0.0534, -0.0108, -0.1694
Si, 0.0203, -0.1414, 0.1913
Si, -0.0813, -0.0438, 0.0704
Si, -0.1019, -0.0886, -0.0267
Si, 0.045, 0.0087, 0.0268
Si, -0.0186, 0.0249, -0.0103
Si, -0.0109, 0.0115, -0.0095
Si, 0.0278, 0.0234, 0.0063
Si, 0.0437, 0.0253, 0.0153
Si, 0.0488, 0.0436, 0.0111
Si, 0.0258, 0.0026, -0.0059
Si, 0.0509, 0.0696, -0.0218
Si, -0.0032, 0.0024, -0.0013
Si, 0.0034, 0.006, 0.0001
Si, 0.0012, -0.0019, 0.0029
Si, -0.0002, -0.0005, 0.001
Si, -0.0008, -0.0038, -0.0032
Si, 0.0009, 0.0001, -0.0016
Si, -0.0007, -0.0038, -0.0003
Si, 0.0014, 0.0051, 0.0114
Si, 0.0043, -0.001, -0.0054
Si, -0.0078, 0.005, -0.0052
Si, 0.0037, 0, -0.0034
Si, 0.0039, -0.003, 0.0015
Si, -0.0045, 0.0058, -0.0027
Si, 0.0024, 0.0011, 0.0035
Si, 0.0005, -0.0015, -0.0012
Si, -0.0005, 0.0021, -0.001
Si, 0.0015, -0.0012, -0.0037
Si, -0.0004, 0.0067, -0.01
Si, 0.0034, -0.0081, 0.0012
Si, 0.0017, -0.0017, -0.0083
Si, -0.0009, 0.0004, -0.0041
Si, -0.0004, 0.002, -0.0022
Si, 0.001, 0.0006, 0.0006
Si, -0.001, 0.0011, -0.0059
Si, 0.0011, 0.0013, -0.0013
Si, 0.0068, 0.0043, -0.0032
Si, 0.0067, 0.0009, 0.001
Si, -0.0001, 0.0055, 0.0016
Si, -0.017, 0.0177, -0.0001
Si, -0.0023, -0.0025, -0.0009
Si, 0.002, -0.0013, 0.0083
Si, -0.0094, -0.0018, 0.006
Si, -0.0004, 0.0015, -0.0025
Si, 0.0032, -0.0023, -0.0036
Si, 0.0022, 0.0007, -0.0025
Si, -0.002, -0.0011, -0.0023
Si, 0.0017, 0.0003, -0.0026
Si, -0.0016, 0.0027, -0.0028
Si, 0.0008, -0.0015, -0.0019
Si, -0.0013, -0.0014, -0.002
Si, -0.0005, -0.0018, -0.0009
Si, -0.0017, 0.0019, -0.001
Si, 0.0004, 0.0007, -0.0013
Si, -0.0002, 0.0019, -0.0011
Si, 0.0007, 0.0002, -0.0012
Si, -0.0002, 0.0014, -0.0019
Si, 0.0023, 0.0008, -0.0021
Si, 0.0005, 0.0012, -0.0003
Si, 0.004, -0.0017, -0.0019
Si, -0.0015, -0.0028, 0.0034
Si, -0.0019, 0.0025, 0.0011
Si, 0.001, 0.003, -0.0006
Si, -0.0025, 0.0015, 0.0018
Si, 0.002, -0.0009, -0.0005
Si, 0.0016, 0.0001, 0.0022
Si, 0.0009, 0.0014, 0.0021
Si, -0.0015, -0.0003, 0.0049
Si, 0.0048, 0.0046, -0.0002
Si, -0.0019, -0.0006, 0.0003
Si, -0.0003, -0.0024, 0.0034
Si, 0.0049, -0.0002, 0.0004
Si, -0.002, 0.003, 0.0027
Si, 0.0018, -0.002, -0.0004
Si, -0.0018, -0.0012, 0.001
Si, -0.007, 0.0158, 0.0128
Si, 0.0036, -0.0013, 0.0048
Si, -0.0011, -0.0011, -0.0063
Si, 0.0037, 0.0004, -0.0002
Si, 0.0017, -0.0011, 0.0036
Si, -0.0023, 0.0013, 0.0013
Si, -0.0004, -0.0015, 0.001
Si, -0.0048, 0.0018, -0.0019
Si, 0.0004, 0.0071, 0.0006
Si, 0.0043, 0.006, 0
Si, 0.0026, 0.0005, 0.0039
Si, 0.0017, 0.0056, -0.0069
Si, 0.0094, 0.007, -0.0038
Si, 0.0057, -0.0011, 0.006
Si, 0.0018, 0, -0.0024
Si, -0.002, 0.0011, -0.0045
Si, 0.0081, 0.0058, -0.0005
Si, -0.0014, -0.0016, -0.0038
Si, -0.0037, -0.0096, 0.0002
Si, 0.0013, 0.0097, 0.0002
Si, -0.0035, -0.0001, -0.001
Si, -0.0022, 0.0007, 0.0032
Si, -0.0064, -0.0113, 0.0031
Si, 0, 0.0015, 0.0011
Si, -0.0044, -0.0087, 0.006
Si, -0.0008, 0.0021, 0.001
Si, 0.0036, 0.0015, -0.0064
Si, 0, -0.0129, -0.001
Si, 0.0017, -0.0006, -0.0011
Si, -0.0008, -0.0036, 0.0007
Si, -0.0003, -0.0122, -0.0151
Si, -0.0013, 0.0133, 0.0029
O, -0.0008, 0.0023, -0.0022
O, 0.0012, 0.0025, -0.001
O, 0.0141, -0.0015, 0.0001
O, 0.0032, -0.002, -0.0035
O, 0.0018, -0.0005, -0.0012
O, -0.0025, 0.0022, 0.0029
O, 0.0013, -0.0033, 0.0043
O, -0.0033, -0.001, -0.0033
O, 0.0014, 0.0013, 0.0009
O, 0.0027, 0.0027, -0.001
O, -0.0009, -0.0003, -0.0013
O, 0.0008, 0.0014, -0.0009
O, 0.0081, -0.0068, -0.0031
O, 0.0018, 0.0003, 0.0004
O, -0.0011, 0.0056, 0.0003
O, 0.0084, 0.0038, -0.008
Si, 0.0034, 0.0049, 0.0004
Si, -0.0013, -0.0027, -0.0018
Si, -0.0029, 0.0012, 0.0074
Si, -0.007, 0.0027, 0.002
Si, 0.0025, 0.0005, -0.0017
Si, -0.0006, 0.0009, 0.0053
Si, -0.0009, 0.0017, -0.002
Si, -0.0008, 0.0012, -0.0016
Si, 0.0012, 0.0038, -0.0008
Si, -0.0028, 0.0019, 0.0025
Si, 0.0036, -0.0004, 0.0014
Si, 0.0049, -0.0035, 0.0052
Si, 0.0034, 0.0028, 0.0073
Si, 0.0001, 0.0002, 0.0041
Si, -0.0061, 0.0019, 0.009
Si, 0.0101, 0.0046, 0.0115
Si, 0.0031, -0.0022, -0.0018
Si, 0.0003, 0.001, 0.0004
Si, -0.0108, 0.0079, -0.0056
Si, 0.0015, 0.0003, -0.0085
Si, 0.001, -0.002, 0.0017
Si, -0.0016, 0.0023, 0.0025
Si, 0.004, -0.0004, 0.006
Si, 0.0004, 0.0023, -0.0014
Si, 0.0018, 0.003, -0.0033
Si, -0.0129, 0.0065, -0.0071
Si, -0.0004, 0.0021, -0.0025
Si, 0.0083, 0.0026, 0.0062
Si, 0.0044, -0.0031, -0.0023
Si, 0.0002, 0.0022, 0.0176
Si, -0.004, -0.003, 0.0102
Si, 0.0012, -0.0052, -0.002
Si, 0.0022, -0.0107, -0.0132
Si, -0.0067, 0.0065, -0.0207
Si, -0.0021, 0.001, -0.0005
Si, -0.0009, 0, 0.0012
Si, 0.0076, -0.0018, -0.0073
O, -0.0007, 0.0042, 0.0018
O, -0.0022, 0.0016, -0.0039
O, -0.0003, 0.0013, -0.0116
O, 0.0026, -0.0016, -0.0041
O, -0.0018, 0.0005, -0.0028
O, 0.0005, -0.0007, 0.0013
O, 0.0004, 0.0033, 0.0009
O, -0.0003, 0.0056, -0.0035
O, -0.0033, 0.0043, -0.0012
O, 0.0012, 0.0015, -0.0007
O, -0.0043, 0.0048, -0.0021
O, 0.0073, 0.0031, 0.0035
O, 0.0016, 0.0001, -0.0009
O, 0.0006, 0.0015, -0.001
O, 0.0065, -0.0008, -0.0045
O, 0.0014, -0.0002, -0.0035
O, 0.0004, 0.0021, 0.0003
O, 0.0006, 0.0019, -0.0002
O, -0.0008, 0.0064, 0.0003
O, -0.0008, -0.0002, -0.0041
O, 0.0027, 0.0013, 0.0002
O, 0.0008, 0.0002, -0.0024
O, 0.001, 0.0022, 0.0012
O, -0.0012, -0.0037, 0.0077
O, 0.0015, 0.0014, -0.0001
O, -0.0033, 0.0013, -0.0016
O, -0.0004, 0.0017, 0
O, 0.0025, 0.0015, -0.0003
O, 0.003, 0.0012, -0.0012
O, 0.0011, 0.0014, -0.0007
O, -0.0003, 0.0001, -0.0037
O, -0.0011, 0.0003, 0.0007
O, -0.0009, 0.0003, -0.0067
O, 0.0025, 0.0025, -0.003
O, -0.0002, 0.0014, 0.0012
O, 0.0018, 0.0006, -0.0028
O, -0.0002, 0.0007, -0.0002
O, 0.0003, -0.003, 0.0011
O, -0.005, 0.0016, -0.0004
O, 0.0013, -0.0027, -0.0036
O, 0.0001, 0.0017, -0.0036
O, -0.0064, 0.0067, -0.0034
O, -0.0057, 0.005, 0.0071
O, -0.0002, 0.0007, 0.0006
O, 0.0036, 0.0047, -0.0049
O, -0.0013, -0.0002, -0.0046
O, -0.0011, 0, -0.0011
O, 0.0008, 0.0018, -0.0012
O, -0.0027, 0.0008, -0.0001
O, 0.0012, 0.0021, 0.0029
O, 0.0014, 0.0021, -0.0109
O, 0.0005, -0.0008, 0.0048
O, 0.0002, 0.0001, -0.0014
O, 0.0015, 0.0004, 0.0008
O, -0.0069, 0.0059, -0.0042
O, 0.0011, 0.0007, 0.0017
O, -0.0011, -0.0003, -0.0031
O, 0.0002, 0, -0.0005
O, 0.0282, -0.0209, 0.0067
O, -0.0003, 0.0015, -0.0026
O, 0.0002, 0.0005, -0.0023
O, 0.0002, 0.0018, 0.0012
O, -0.0038, 0.0086, -0.0027
O, 0.001, 0.0022, 0.0004
O, 0.0006, 0.0016, -0.0012
O, -0.001, 0.0001, -0.0024

The program warned: the cutoff lies below the one the program advises for these potential files; the exchange-correlation potential is rough where the density is thin.
